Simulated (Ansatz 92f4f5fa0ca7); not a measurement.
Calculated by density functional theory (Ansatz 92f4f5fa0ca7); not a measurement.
Periodic cell of 288 atoms, Si196O92, from a study of silicon, its oxide and their interface. The atomic structure is a simulated model.
Doubt: the cutoff is far below the 930 eV that the study's wrapper takes by default for these files, so forces and energies are approximate.

Settings
functional: PBE
potential files: Ansatz PAW
basis: plane waves
wave-function cutoff: 580 eV
density cutoff ratio: 5
exchange-correlation grid ratio: 1
k mesh: 1 x 1 x 1, Gamma-centred
self-consistency stop: 5e-08 eV per atom in the density residual
occupations: fixed
spin: none
net charge: 0

Cell vectors (angstrom)
a 11.6015 0 0
b 0 10.938 0
c 0 0 40.3427

Atoms and the computed forces on them: element, x, y, z (angstrom), force x, y, z (eV/angstrom)
Si 0 0 0.9665 0.0032 0.0435 -0.0066
Si 3.8672 0 0.9665 -0.0117 0.0201 0.0036
Si 7.7343 0 0.9665 0.0091 0.0528 -0.0168
Si 1.9336 1.3673 0.9665 0.0012 -0.0077 0.0155
Si 5.8008 1.3673 0.9665 -0.0054 -0.0961 0.0092
Si 9.6679 1.3673 0.9665 0.0026 -0.0202 0.0129
Si 0 5.469 0.9665 0.0063 0.0045 0.0038
Si 3.8672 5.469 0.9665 -0.0088 0.062 -0.0159
Si 7.7343 5.469 0.9665 0.0025 0.0764 -0.0203
Si 1.9336 6.8362 0.9665 -0.0092 -0.0008 0.0087
Si 5.8008 6.8362 0.9665 -0.0037 -0.0622 -0.0065
Si 9.6679 6.8362 0.9665 0.0114 -0.0324 0.0031
Si 1.9336 2.7345 39.3756 0.0142 -0.0296 0.0333
Si 5.8008 2.7345 39.3756 0.0064 0.1136 -0.0529
Si 9.6679 2.7345 39.3756 0.0141 -0.0057 0.0156
Si 0 4.1018 39.3756 0.0123 0.0283 0.0378
Si 3.8672 4.1018 39.3756 -0.0021 -0.0736 -0.01
Si 7.7343 4.1018 39.3756 0.0222 -0.1123 -0.0374
Si 1.9336 8.2035 39.3756 0.0163 -0.0253 0.0253
Si 5.8008 8.2035 39.3756 0.0095 0.0856 -0.0327
Si 9.6679 8.2035 39.3756 0.0101 0.0211 -0.0009
Si 0 9.5708 39.3756 0.0091 -0.0355 0.0128
Si 3.8672 9.5708 39.3756 0.0103 0.0194 0.0417
Si 7.7343 9.5708 39.3756 0.0152 -0.0633 -0.012
Si 0 0 4.8337 -0.0569 0.0132 -0.0462
Si 3.8672 0 4.8337 -0.017 0.015 0.0094
Si 7.7343 0 4.8337 -0.0459 0.0298 -0.0244
Si 1.9336 1.3673 4.8337 -0.0324 -0.1293 -0.0961
Si 5.8008 1.3673 4.8337 -0.042 -0.1645 0.0851
Si 9.6679 1.3673 4.8337 -0.0517 -0.1333 -0.0697
Si 0 5.469 4.8337 -0.0373 -0.0064 -0.0617
Si 3.8672 5.469 4.8337 -0.0231 -0.0133 -0.0166
Si 7.7343 5.469 4.8337 -0.0635 0.0048 -0.0157
Si 1.9336 6.8362 4.8337 -0.0259 -0.1178 -0.1549
Si 5.8008 6.8362 4.8337 -0.0349 -0.1095 -0.0253
Si 9.6679 6.8362 4.8337 -0.0546 -0.0943 -0.0419
Si 1.9336 2.7345 2.9001 -0.0184 0.0087 -0.0137
Si 5.8008 2.7345 2.9001 -0.0173 0.0931 0.0115
Si 9.6679 2.7345 2.9001 -0.0043 0.021 -0.0026
Si 0 4.1018 2.9001 -0.017 -0.0006 -0.0077
Si 3.8672 4.1018 2.9001 -0.017 -0.0348 -0.003
Si 7.7343 4.1018 2.9001 -0.0081 -0.0415 -0.0057
Si 1.9336 8.2035 2.9001 -0.0115 -0.0105 -0.0266
Si 5.8008 8.2035 2.9001 -0.0188 0.0432 -0.0062
Si 9.6679 8.2035 2.9001 -0.0099 0.0185 -0.015
Si 0 9.5708 2.9001 -0.0114 -0.0313 -0.0019
Si 3.8672 9.5708 2.9001 -0.0177 -0.0305 0.0137
Si 7.7343 9.5708 2.9001 -0.015 -0.0421 0.0083
Si 0.3897 0.0163 29.6982 0.0081 -0.4261 -0.3602
Si 4.0141 0.2407 30.0206 -0.0131 -0.3016 -0.0762
Si 7.8853 0.0796 29.5849 0.4764 -0.233 -0.5626
Si 2.1091 1.5857 29.9009 0.0972 0.5226 -0.057
Si 5.9115 1.3833 29.3609 -0.3691 0.071 -0.6674
Si 9.8957 1.2425 29.9052 0.0576 0.3586 -0.0061
Si 0.0751 5.4945 29.991 0.1097 -0.5796 -0.0026
Si 4.0329 5.6568 29.5256 -0.1144 -0.2482 -0.4179
Si 7.8041 5.9027 29.2771 0.3136 -0.0956 -0.8346
Si 2.0321 6.7708 29.9786 -0.177 0.3734 -0.1911
Si 5.7805 7.188 29.4264 -0.3668 0.3275 -0.7031
Si 9.857 6.9446 29.7529 0.0767 0.2556 -0.2593
Si 2.0581 2.8603 31.8067 0.0184 0.1655 0.1103
Si 5.9547 2.8276 31.2984 0.0085 0.2635 0.3603
Si 9.7223 2.7965 31.6852 0.1682 0.0304 0.0634
Si 0.0682 4.1203 31.8403 -0.0903 -0.1241 0.1607
Si 4.0191 4.1945 31.4465 -0.0562 -0.2178 0.1793
Si 7.8388 4.3004 31.2603 -0.0872 -0.2727 0.3401
Si 2.0667 8.2557 31.7979 0.0196 0.1271 0.0526
Si 5.8779 8.284 31.5262 0.1241 0.2706 0.404
Si 9.7871 8.3081 31.6489 -0.0588 0.2229 0.1585
Si 0.1621 9.6465 31.655 0.003 -0.2082 0.138
Si 3.9805 9.6688 31.8051 -0.1207 -0.1454 0.1306
Si 7.8123 9.6516 31.5262 -0.0743 -0.2252 0.2952
Si 0.0632 0.0831 33.5906 0.0385 0.0986 -0.1179
Si 3.9805 0.0915 33.6863 -0.0104 0.1074 -0.0773
Si 7.7736 0.0389 33.5272 -0.0089 0.1481 -0.1208
Si 2.0292 1.4277 33.6692 -0.031 -0.1399 -0.0577
Si 5.8885 1.4901 33.4319 0.1204 -0.171 -0.1509
Si 9.6927 1.429 33.6134 -0.1045 -0.1094 -0.0707
Si 0.0458 5.5409 33.6919 0.0071 0.0929 -0.1225
Si 3.969 5.4826 33.4963 0.0871 0.1587 -0.085
Si 7.809 5.4893 33.4192 -0.0205 0.172 -0.1516
Si 2.0239 6.8433 33.6668 0.0263 -0.0905 -0.1048
Si 5.8857 6.8859 33.4911 -0.0499 -0.1849 -0.1532
Si 9.714 6.9077 33.5755 -0.0129 -0.0846 -0.0524
Si 1.9782 2.7895 35.5664 0.0495 -0.0037 -0.0572
Si 5.8582 2.7542 35.4613 -0.0123 0.0875 -0.0271
Si 9.6828 2.7686 35.5423 -0.015 -0.0283 -0.0414
Si 0.0227 4.109 35.5518 -0.0016 0.0089 -0.0269
Si 3.9284 4.1332 35.4766 0.0535 -0.0664 -0.0613
Si 7.7687 4.1556 35.4418 -0.0249 -0.0445 -0.0196
Si 1.9853 8.241 35.5512 -0.006 0.0126 -0.0696
Si 5.848 8.1967 35.486 0.0531 0.0551 -0.036
Si 9.6839 8.2389 35.5234 -0.0104 0.0292 -0.0604
Si 0.0334 9.5956 35.5012 -0.0357 -0.0472 -0.0608
Si 3.9341 9.5814 35.5392 0.0442 0.013 0.0337
Si 7.7487 9.6051 35.4833 0.0105 -0.0393 -0.0383
Si 0 0 37.442 0.0244 0.1243 -0.0113
Si 3.8672 0 37.442 0.1023 0.0949 0.2235
Si 7.7343 0 37.442 -0.0207 0.1162 -0.0626
Si 1.9336 1.3673 37.442 0.058 0.0123 0.1615
Si 5.8008 1.3673 37.442 0.0853 0.0306 -0.2846
Si 9.6679 1.3673 37.442 -0.0406 0.0111 0.101
Si 0 5.469 37.442 -0.0073 0.1564 0.2577
Si 3.8672 5.469 37.442 0.1056 0.1384 -0.1556
Si 7.7343 5.469 37.442 0.0076 0.1462 -0.2681
Si 1.9336 6.8362 37.442 0.0417 0.0293 0.1702
Si 5.8008 6.8362 37.442 0.0578 -0.051 -0.0849
Si 9.6679 6.8362 37.442 -0.0025 0.0449 0.0121
Si 1.8907 2.7117 6.7581 -0.0001 -0.0103 0.0351
Si 5.7552 2.6974 6.7938 -0.0035 0.0641 0.0547
Si 9.6163 2.7135 6.7609 -0.033 0.0226 0.0417
Si -0.0474 4.0694 6.7404 -0.0354 -0.0121 0.0845
Si 3.8269 4.0685 6.749 0.0131 -0.0121 0.0586
Si 7.6813 4.0706 6.7475 -0.0076 -0.0034 0.0369
Si 1.893 8.1927 6.7425 0.001 0.0087 0.0262
Si 5.7593 8.1874 6.7671 0.0045 0.0079 0.0247
Si 9.6121 8.1889 6.7629 -0.0264 0.0009 0.045
Si -0.0465 9.5452 6.7485 0.0079 -0.0255 0.0816
Si 3.828 9.5541 6.7618 -0.0198 -0.028 0.0803
Si 7.683 9.5556 6.7562 -0.0185 0.0079 0.0095
Si -0.0879 -0.0415 8.6854 -0.0648 0.1082 0.015
Si 3.798 -0.0554 8.7243 0.0771 0.1034 0.046
Si 7.6402 -0.0475 8.7061 -0.0085 0.0449 0.1347
Si 1.86 1.3201 8.678 0.0335 -0.0215 0.1185
Si 5.7069 1.3341 8.7614 -0.0496 -0.149 0.0833
Si 9.5855 1.315 8.6751 0.0231 -0.1143 0.0523
Si -0.0994 5.4341 8.6608 0.0016 0.1124 0.0316
Si 3.8046 5.4242 8.6787 0.0359 0.1305 0.0321
Si 7.6367 5.3808 8.7069 -0.0028 0.0634 0.0292
Si 1.8538 6.7779 8.629 -0.0145 -0.0917 0.1105
Si 5.7286 6.7929 8.6844 -0.0298 -0.119 0.0511
Si 9.5607 6.7843 8.6743 -0.0046 -0.0721 0.0427
Si 1.8341 2.7706 10.5544 -0.0342 0.1817 0.0416
Si 5.6107 2.5844 10.8091 0.0907 0.1347 -0.1841
Si 9.5844 2.6125 10.6395 -0.0155 0.1269 -0.0899
Si -0.1426 4.0884 10.6006 0.0189 -0.1769 -0.0643
Si 3.7906 4.1282 10.6627 0.0354 -0.2068 -0.1565
Si 7.5914 3.9037 10.5991 0.0427 -0.1953 -0.1801
Si 1.7969 8.2116 10.4893 0.0665 0.2144 -0.0123
Si 5.6812 8.0356 10.6941 0.0239 0.21 -0.1443
Si 9.5298 8.079 10.6485 -0.0235 0.1959 -0.0817
Si -0.1636 9.5264 10.6174 0.0597 -0.1918 -0.1015
Si 3.7656 9.4912 10.6658 -0.0576 -0.2008 -0.1743
Si 7.5833 9.5043 10.6521 -0.0129 -0.235 0.0947
Si -0.0695 -0.0515 12.5508 0.0017 -0.1571 0.1852
Si 3.522 -0.1414 12.6256 -0.06 -0.1266 0.2812
Si 7.551 -0.0332 12.6161 0.1513 -0.3843 0.1134
Si 1.7647 1.3926 12.4401 -0.0645 0.3943 0.0821
Si 5.4863 1.1475 12.8121 -0.1018 0.0873 0.4696
Si 9.5462 1.2225 12.5841 -0.0659 0.2331 0.2131
Si -0.0473 5.4775 12.5194 0.0547 -0.299 0.2016
Si 3.6589 5.5168 12.5982 0.0419 -0.2035 0.2727
Si 7.6266 5.1268 12.5478 0.0737 -0.5115 0.0983
Si 1.7904 6.8851 12.3753 -0.0468 0.4373 0.0915
Si 5.8151 6.6252 12.6608 0.0015 0.3187 0.17
Si 9.4565 6.6044 12.5505 0.0652 0.3413 0.241
O 8.6751 6.0613 17.3194 -0.0552 0.0272 -0.1021
O 13.2547 7.6863 13.8379 0.0232 0.0633 -0.1133
O -6.1625 28.9894 23.9774 -0.0182 0.0418 0.0829
O 9.0937 7.622 13.8412 0.0368 -0.0821 -0.2018
O 5.6043 3.5556 16.3857 0.0245 -0.1595 -0.1534
O 10.7607 8.9293 20.3325 -0.0112 0.0166 -0.0264
O 11.9914 4.5812 13.8743 -0.1923 0.0723 -0.2316
O 0.1719 20.9321 18.0859 0.0448 0.0155 -0.0495
O 3.0219 9.9528 14.0188 0.2484 0.1911 -0.4074
O 1.7213 2.2599 13.8802 0.0293 -0.0401 -0.1198
O 1.8544 4.6181 26.7227 -0.1559 -0.0036 0.2738
O 3.6099 12.3469 25.5552 0.0722 0.0184 0.2127
O 3.8349 10.1324 28.764 -0.0945 -0.1451 -0.0494
O 11.7352 15.4256 28.6564 -0.0538 0.0835 0.1197
O 8.2416 11.0812 25.5473 0.1307 -0.1875 0.3191
O -0.8448 25.3982 24.0174 -0.0114 0.0139 0.0565
O 30.6606 1.9414 15.5847 0.0338 -0.1111 -0.2083
O 13.3279 17.9344 21.276 0.0132 0.034 -0.0042
O 0.0774 7.3924 17.717 0.0574 0.0652 -0.0588
O 8.1867 -0.6958 28.1076 -0.3711 0.0549 0.4977
O 17.1786 16.1829 18.5048 0.0155 -0.077 -0.1855
O 7.5913 16.7739 22.9919 0.0538 -0.0149 0.0592
O 10.8569 7.1288 22.2507 0.0206 0.1101 0.0313
O 5.1813 -0.5985 26.452 0.0429 -0.0896 0.2312
Si 22.1204 -24.9499 26.8476 -0.1519 -0.2597 -0.3929
Si 30.4086 5.0762 21.6211 -0.148 0.0762 -0.0428
Si 29.0389 -8.8829 15.8051 0.0901 0.081 0.4883
Si 15.9766 3.9826 22.1798 0.0141 -0.0195 -0.0394
Si 23.4209 -5.0164 18.4209 0.0726 0.0839 0.0666
Si 12.1728 -7.5114 23.2333 -0.0401 0.0416 -0.0494
Si 19.7419 9.7528 22.4584 -0.0653 0.1114 -0.0064
Si 7.429 28.9053 16.9349 -0.0272 -0.2059 0.4043
Si 14.9865 5.0733 26.4263 0.0016 -0.0606 -0.51
Si 16.6797 11.973 26.2655 -0.0053 -0.0916 -0.6752
Si 5.8922 6.6566 19.2883 0 -0.0041 0.0759
Si 12.6448 19.6511 17.5686 -0.1661 -0.2134 0.427
Si 22.4128 21.1891 19.3678 -0.0073 -0.0339 0.0055
Si -0.6536 8.7573 21.96 -0.095 0.0382 -0.0653
Si 20.9271 3.297 24.7266 -0.0701 -0.0487 -0.2743
Si 38.0325 -8.2562 19.5643 0.0295 0.0593 0.0777
Si 0.3482 6.1461 21.496 0.0032 -0.0451 -0.115
Si 0.2977 12.9241 20.6004 -0.0089 0.0516 0.0779
Si 19.344 19.328 14.3729 0.0578 -0.1087 0.3825
Si 8.0527 0.2118 19.741 0.0754 -0.0201 0.135
Si 24.7462 8.804 27.531 0.1147 -0.2526 -0.0362
Si -6.4466 0.4872 18.4495 -0.0679 -0.0878 0.2354
Si -2.5312 3.1337 20.0408 -0.0148 -0.0124 -0.0095
Si 8.4603 2.9878 14.811 0.0678 0.1191 0.3675
Si 20.1239 5.8616 26.1646 0.0787 0.0539 -0.5399
Si -1.1261 1.9147 27.1921 -0.2983 0.1812 -0.4429
Si 24.9496 3.813 14.3792 -0.0095 -0.0253 0.2568
Si -6.2818 26.9306 16.8853 -0.072 0.1814 0.3268
Si 3.8976 17.6001 23.8908 0.1419 -0.0923 -0.2872
Si 9.0581 10.3744 26.7345 -0.1855 0.1075 -0.4868
Si 1.6275 20.1331 14.458 -0.0058 -0.1802 0.302
Si 15.9816 31.2071 27.4692 -0.1421 0.349 -0.183
Si 3.6247 19.7478 19.4136 0.0098 -0.0898 0.101
Si 25.4149 8.3866 21.9962 0.0442 -0.0544 -0.0764
Si 12.7789 3.6 27.7853 -0.1079 0.0384 -0.254
Si -2.2475 4.5819 17.3513 0.0867 0.1989 0.3802
Si -9.0108 -6.4176 17.2076 -0.0024 0.2298 0.2919
Si 7.046 7.0926 23.87 -0.057 -0.0926 -0.1383
Si -8.2409 2.7513 24.6242 0.0729 -0.0016 -0.1179
Si 7.5171 22.9124 24.4193 0.0596 0.17 -0.1605
O 10.3149 -3.0192 28.4652 -0.0264 0.0338 0.3886
O 20.1032 4.248 21.0917 0.0404 -0.0291 0.003
O 21.074 2.5721 26.1439 0.0582 -0.087 0.2958
O 16.9442 19.0654 28.0343 0.3778 -0.5173 0.5421
O 8.5514 15.5859 25.1077 -0.0369 0.0271 0.092
O 26.4943 14.2945 18.0918 -0.0069 0.0015 -0.1042
O 15.7129 13.6415 23.1699 -0.0198 -0.015 0.1195
O 12.4614 9.2352 22.4145 -0.0012 0.0117 0.0506
O 13.8598 13.7091 28.6932 0.0635 -0.1418 0.1709
O 0.4437 19.1851 26.4479 0.1046 0.0492 0.1424
O -12.2811 -6.0983 17.6292 -0.096 -0.1057 -0.1248
O 24.8856 13.1483 19.7805 -0.0139 -0.0315 -0.0286
O 8.3485 2.3326 23.8499 0.0353 -0.0702 0.1566
O 4.1112 5.2166 27.8753 0.1583 0.179 0.6498
O 15.6977 3.9051 25.5347 -0.0132 0.0582 0.1467
O 23.8935 4.8241 22.3801 0.0152 -0.0661 0.0908
O 12.1683 24.0476 22.1962 0.0198 -0.0358 -0.0099
O 8.7075 25.5191 18.5269 -0.0212 -0.0066 -0.1161
O 6.8015 7.6136 18.3237 0.0875 0.0151 -0.1561
O -1.5318 6.4005 26.2902 0.0798 0.0694 0.1988
O 6.3119 6.1139 16.1443 0.0282 -0.0579 -0.1806
O 3.1133 20.1769 20.9194 -0.0557 0.0525 0.0532
O 18.3081 -21.5353 18.8775 -0.0529 0.0349 -0.1348
O 14.7341 4.5207 13.8462 0.153 0.0793 -0.176
O 13.3523 5.4341 18.2434 0.0759 -0.0964 -0.0884
O 15.4087 16.294 22.8818 -0.0176 0.0801 0.0965
O 24.7394 9.0308 16.0685 0.097 0.078 -0.387
O 15.935 -9.4547 19.4635 0.0252 -0.0347 -0.0413
O 14.6688 18.8766 23.3043 -0.0311 0.014 0.1091
O 8.3776 23.5679 20.3665 0.0022 0.0321 0.0083
O 10.6967 3.0074 20.1654 0.0041 -0.0243 -0.0151
O -3.7484 -0.956 20.8703 0.0153 -0.0071 -0.0678
O -0.1823 -10.4648 20.3254 0.0141 -0.0427 0.0033
O 6.7261 28.142 20.6122 0.0361 0.0069 0.0018
O 17.7276 -9.4165 25.0972 -0.1398 -0.0317 0.2476
O 9.2423 14.7861 15.93 -0.0307 -0.0565 -0.2914
O 13.3934 -18.746 24.2872 0.0207 -0.0043 0.073
O 5.4397 12.6714 27.72 0.2872 0.0318 0.872
O -2.2689 10.6898 18.8212 -0.0036 -0.0482 0.0044
O 11.9688 -8.4737 26.943 0.1453 -0.0885 0.1767
O -4.1307 8.4306 23.0765 0.0315 -0.0131 0.0259
O 15.1999 -7.2235 20.7712 -0.0315 -0.0075 -0.0469
O 13.3294 3.8574 16.0101 -0.0656 -0.1221 -0.3632
O 9.8507 2.3336 28.6307 0.0841 -0.0306 0.1506
O 22.0238 11.2392 26.993 0.1477 0.0052 0.239
O 15.3767 5.4582 16.5759 -0.0599 -0.0481 -0.149
O 16.7943 11.9375 16.888 0.0727 0.0521 -0.2739
O 32.9744 20.5577 22.7061 0.0807 -0.0398 0.047
O -0.2029 -5.1001 19.993 -0.0286 -0.008 0.0371
O 6.3363 -3.1981 13.8173 -0.1259 -0.1186 -0.2143
O 7.3803 32.9011 23.1224 0.0006 -0.0377 0.0442
O 25.5399 8.4371 18.5079 -0.027 0.0657 -0.1172
O 19.2009 -3.9544 25.4032 0.0101 -0.0299 0.2188
O 17.5697 -6.8888 21.8719 0.0183 -0.0279 0.0158
O 9.5814 2.1549 13.9789 0.0453 -0.13 -0.3266
O 21.0983 30.8047 26.1709 0.0336 0.0418 0.1622
O 12.5123 -0.8722 28.359 -0.1645 0.3088 0.2819
O -3.7845 8.2846 16.0054 0.0158 0.1831 -0.4402
O 13.459 -3.325 28.5797 -0.0319 0.0474 -0.1723
O 26.1581 -1.9349 26.7156 -0.0688 -0.0664 0.0581
O 7.7638 9.9635 13.9916 -0.0438 0.1927 -0.196
O 11.8943 9.9976 13.9388 -0.1337 0.13 -0.3003
O 3.3565 6.3557 25.4076 -0.0007 -0.0246 0.2742
O 4.4396 9.9706 18.6212 0.0335 0.0864 -0.0613
O 7.9593 5.4144 27.6369 -0.283 0.2018 0.8446
O 5.1855 -9.0741 14.3216 -0.0117 -0.1628 -0.5451
O 16.1435 7.4771 19.6399 -0.0489 0.0537 -0.0069
O 7.6472 4.0152 13.8217 -0.1069 0.1787 -0.2211

Results
free energy: -176915.642 eV
free energy less fixed offsets of O -568.88, Si -635.61 eV per atom: 0.878 eV

The program warned: the cutoff lies below the one the program advises for these potential files; the forces do not sum to zero within the program's tolerance; the exchange-correlation potential is rough where the density is thin.
